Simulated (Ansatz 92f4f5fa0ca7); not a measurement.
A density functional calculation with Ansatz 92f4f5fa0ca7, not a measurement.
Periodic cell of 300 atoms, Si196O104, from a study of silicon, its oxide and their interface. The atomic structure is a simulated model.
Doubt: the cutoff is far below the 930 eV that the study's wrapper takes by default for these files, so forces and energies are approximate.
This geometry differs little from another in the collection (a relaxation step or a small displacement).

Settings
functional: PBE
potential files: Ansatz PAW
basis: plane waves
wave-function cutoff: 580 eV
density cutoff ratio: 5
exchange-correlation grid ratio: 1
k mesh: 1 x 1 x 1, Gamma-centred
self-consistency stop: 5e-08 eV per atom in the density residual
occupations: fixed
spin: none
net charge: 0

Cell vectors (angstrom)
a, 11.6015, 0, 0
b, 0, 10.938, 0
c, 0, 0, 42.1095

Atoms: element, x, y, z (angstrom)
Si, 0, 0, 0.9665
Si, 3.8672, 0, 0.9665
Si, 7.7343, 0, 0.9665
Si, 1.9336, 1.3673, 0.9665
Si, 5.8008, 1.3673, 0.9665
Si, 9.6679, 1.3673, 0.9665
Si, 0, 5.469, 0.9665
Si, 3.8672, 5.469, 0.9665
Si, 7.7343, 5.469, 0.9665
Si, 1.9336, 6.8362, 0.9665
Si, 5.8008, 6.8362, 0.9665
Si, 9.6679, 6.8362, 0.9665
Si, 1.9336, 2.7345, 41.1424
Si, 5.8008, 2.7345, 41.1424
Si, 9.6679, 2.7345, 41.1424
Si, 0, 4.1018, 41.1424
Si, 3.8672, 4.1018, 41.1424
Si, 7.7343, 4.1018, 41.1424
Si, 1.9336, 8.2035, 41.1424
Si, 5.8008, 8.2035, 41.1424
Si, 9.6679, 8.2035, 41.1424
Si, 0, 9.5708, 41.1424
Si, 3.8672, 9.5708, 41.1424
Si, 7.7343, 9.5708, 41.1424
Si, 0, 0, 4.8337
Si, 3.8672, 0, 4.8337
Si, 7.7343, 0, 4.8337
Si, 1.9336, 1.3673, 4.8337
Si, 5.8008, 1.3673, 4.8337
Si, 9.6679, 1.3673, 4.8337
Si, 0, 5.469, 4.8337
Si, 3.8672, 5.469, 4.8337
Si, 7.7343, 5.469, 4.8337
Si, 1.9336, 6.8362, 4.8337
Si, 5.8008, 6.8362, 4.8337
Si, 9.6679, 6.8362, 4.8337
Si, 1.9336, 2.7345, 2.9001
Si, 5.8008, 2.7345, 2.9001
Si, 9.6679, 2.7345, 2.9001
Si, 0, 4.1018, 2.9001
Si, 3.8672, 4.1018, 2.9001
Si, 7.7343, 4.1018, 2.9001
Si, 1.9336, 8.2035, 2.9001
Si, 5.8008, 8.2035, 2.9001
Si, 9.6679, 8.2035, 2.9001
Si, 0, 9.5708, 2.9001
Si, 3.8672, 9.5708, 2.9001
Si, 7.7343, 9.5708, 2.9001
Si, 2.5495, -2.0361, 29.1196
Si, 3.7118, -0.3656, 31.4535
Si, 7.6224, -0.1531, 31.4068
Si, 1.4984, 1.718, 31.1682
Si, 5.5825, 1.1225, 31.3923
Si, 9.955, 2.0148, 31.3603
Si, -2.1028, 4.9208, 30.4293
Si, 3.8379, 5.9114, 32.1342
Si, 7.3764, 5.1159, 31.3947
Si, 2.2746, 5.8243, 29.7013
Si, 5.9217, 6.9319, 31.6508
Si, 11.3873, 5.6666, 31.5751
Si, 1.8663, 2.8584, 33.2606
Si, 5.7369, 2.622, 33.3412
Si, 9.7018, 2.8373, 33.5271
Si, -0.0093, 4.265, 33.4954
Si, 3.8851, 4.0707, 33.5686
Si, 7.6693, 4.0316, 33.4705
Si, 2.31, 7.6144, 33.0927
Si, 6.1016, 8.2665, 33.5361
Si, 11.5929, 7.9474, 32.188
Si, -1.3431, 8.8276, 33.9611
Si, 3.9764, 9.3409, 33.4266
Si, 8.0372, 9.6655, 33.4728
Si, -0.2146, -0.2339, 35.2441
Si, 3.7568, -0.083, 35.2552
Si, 7.6886, 0.079, 35.3571
Si, 1.7723, 1.2316, 35.0904
Si, 5.683, 1.318, 35.2992
Si, 9.6482, 1.3768, 35.3887
Si, 0.0379, 5.5255, 35.4491
Si, 3.9076, 5.4308, 35.4748
Si, 7.8011, 5.5177, 35.325
Si, 1.9937, 6.8095, 35.3208
Si, 5.8532, 6.8209, 35.3923
Si, 9.7631, 6.9472, 35.4004
Si, 1.8954, 2.6194, 37.1582
Si, 5.803, 2.7175, 37.2411
Si, 9.6864, 2.7507, 37.2987
Si, 0.029, 4.076, 37.2982
Si, 3.8464, 4.0254, 37.3253
Si, 7.7599, 4.1133, 37.25
Si, 1.9354, 8.2007, 37.2513
Si, 5.7968, 8.23, 37.2864
Si, 9.6534, 8.2324, 37.3494
Si, -0.0041, 9.56, 37.3002
Si, 3.8419, 9.5808, 37.2627
Si, 7.7262, 9.5994, 37.2689
Si, 0, 0, 39.2088
Si, 3.8672, 0, 39.2088
Si, 7.7343, 0, 39.2088
Si, 1.9336, 1.3673, 39.2088
Si, 5.8008, 1.3673, 39.2088
Si, 9.6679, 1.3673, 39.2088
Si, 0, 5.469, 39.2088
Si, 3.8672, 5.469, 39.2088
Si, 7.7343, 5.469, 39.2088
Si, 1.9336, 6.8362, 39.2088
Si, 5.8008, 6.8362, 39.2088
Si, 9.6679, 6.8362, 39.2088
Si, 1.9361, 2.715, 6.7666
Si, 5.8362, 2.7216, 6.7529
Si, 9.6285, 2.6963, 6.7953
Si, -0.0104, 4.0169, 6.6641
Si, 3.8899, 4.0516, 6.7093
Si, 7.7295, 4.115, 6.7879
Si, 1.9539, 8.2532, 6.7499
Si, 5.8513, 8.2821, 6.7131
Si, 9.6798, 8.2414, 6.7975
Si, 0.0169, 9.6305, 6.8359
Si, 3.8919, 9.6078, 6.7689
Si, 7.7696, 9.6342, 6.8508
Si, -0.0123, 0.0686, 8.8383
Si, 3.8911, 0.1149, 8.6553
Si, 7.7015, -0.0741, 8.9551
Si, 1.9682, 1.4582, 8.7818
Si, 5.8531, 1.4044, 8.7218
Si, 9.6106, 1.4021, 8.8212
Si, 0.0274, 5.4676, 8.4511
Si, 3.9875, 5.5245, 8.5078
Si, 7.7151, 5.475, 8.7432
Si, 1.9938, 6.7861, 8.5839
Si, 5.8497, 6.9384, 8.6081
Si, 9.6798, 6.752, 8.6366
Si, 2.0797, 2.479, 12.6976
Si, 5.9137, 2.7939, 10.6324
Si, 9.7233, 2.8886, 10.6858
Si, 0.1016, 4.2179, 10.3826
Si, 4.1251, 4.3912, 10.5357
Si, 7.7347, 4.2664, 10.8213
Si, 1.9776, 8.1818, 10.4834
Si, 5.4329, 8.1278, 10.6167
Si, 10.171, 7.5379, 10.7859
Si, -0.0158, 9.3542, 10.571
Si, 3.7164, 9.6944, 10.5306
Si, 7.1776, 9.7226, 11.1373
Si, -0.1377, -1.0799, 12.8476
Si, 1.8982, -1.3183, 13.994
Si, 10.1693, -2.389, 14.3941
Si, 2.1359, 3.1279, 10.5001
Si, 6.4031, 0.4465, 12.8045
Si, 10.8014, 1.1447, 13.0427
Si, 0.0965, 5.99, 11.8991
Si, 6.9457, 5.8217, 12.6138
Si, 8.2564, 7.8758, 12.1761
Si, 2.2564, 7.0135, 12.5403
Si, 4.5868, 6.2678, 11.9821
Si, 10.8002, 5.5001, 14.6968
O, 9.5549, 4.6596, 15.2959
O, -0.8172, 7.1316, 15.0074
O, -5.6942, 12.7159, 11.9696
O, 9.7489, 1.8089, 11.9693
O, -0.8865, 5.3404, 13.0823
O, 13.7358, 7.9539, 13.9489
O, 12.104, 4.7051, 15.2389
O, 10.1227, 12.1806, 14.5139
O, 5.1057, 10.5677, 13.4179
O, 2.4919, 3.6395, 13.8159
O, 9.5578, 4.7657, 21.5756
O, 8.5783, 0.8695, 16.4765
O, 2.3198, 7.4438, 29.7725
O, 3.6316, 9.7014, 30.0444
O, 5.7988, 7.7095, 30.1714
O, 2.619, 5.3733, 28.1929
O, 9.6118, 5.4787, 28.8851
O, 1.0825, 9.599, 29.0398
O, 5.5352, 1.7908, 29.8654
O, 11.4793, 1.4568, 31.0926
O, 8.8581, 11.7969, 31.0163
O, 7.5454, -1.2302, 30.1569
O, 2.9327, 0.5338, 27.6609
O, -1.8975, 3.273, 30.3227
Si, 6.0879, 3.1613, 29.179
Si, 7.2328, 8.9598, 19.2322
Si, 11.5126, 1.2397, 21.1462
Si, -0.4732, 9.1897, 29.2896
Si, 8.7791, -6.4466, 20.1544
Si, 2.6706, 1.9191, 21.593
Si, 8.4647, 5.2815, 25.5721
Si, 5.3409, 6.0872, 25.354
Si, 7.2035, 0.4137, 24.924
Si, 7.9466, 4.682, 15.505
Si, 1.257, 11.6401, 16.433
Si, 9.877, 0.1511, 23.2366
Si, 8.2055, 2.4439, 26.9324
Si, 1.7949, 3.708, 15.3051
Si, 13.5655, 4.9434, 17.8124
Si, 14.5563, 10.9907, 19.0383
Si, 5.8415, 11.4746, 18.1404
Si, 6.1684, 2.8344, 20.337
Si, 3.5939, 10.6093, 12.7532
Si, 5.8002, 9.1564, 26.3594
Si, 3.6294, 4.3338, 27.4364
Si, 3.0625, 10.2054, 26.6393
Si, 5.5561, 9.0238, 21.6129
Si, 11.9589, -0.9422, 25.1097
Si, 9.7553, 5.9345, 22.7119
Si, 6.8421, 8.5608, 29.2418
Si, 10.7412, 0.5091, 27.5423
Si, 9.9718, 11.2584, 15.8541
Si, 7.287, 1.5247, 15.694
Si, 12.3731, 7.6675, 23.1308
Si, 3.7312, 6.8073, 22.7675
Si, 5.2147, 11.8863, 22.5386
Si, 8.441, 8.6828, 21.9194
Si, 11.5128, 6.7221, 18.7209
Si, 11.3655, 3.8923, 19.3126
Si, 8.4249, 6.4929, 18.0475
Si, 0.8327, -1.632, 20.3422
Si, 3.6218, 4.6143, 20.4961
Si, 1.9993, 1.8222, 28.0427
Si, 9.3411, 6.8812, 28.1008
O, 11.6197, -0.1985, 20.3492
O, 4.9074, 3.8287, 28.2973
O, 7.0808, -1.0874, 25.5916
O, 7.6366, 7.9235, 18.0449
O, 10.0639, 6.6922, 17.9316
O, 6.9317, 8.9176, 22.5065
O, 2.6371, 3.0514, 27.1512
O, 5.4922, 7.6153, 25.9232
O, 12.5229, 8.6924, 21.8548
O, 2.2451, 7.011, 23.4139
O, 4.4135, 10.7192, 18.3747
O, 7.9827, 7.5507, 28.6847
O, 3.006, 8.8346, 27.5555
O, 9.2352, 5.3668, 24.1422
O, 6.8452, 5.451, 25.3775
O, 11.3038, 0.0803, 24.0219
O, 10.5862, 7.9229, 28.3771
O, 9.7708, 3.8779, 18.9878
O, 7.4169, 2.8736, 28.2881
O, 11.2658, 11.5304, 16.7987
O, 1.7341, 10.3726, 15.4718
O, 8.1117, -5.1019, 19.5182
O, 3.6423, 5.9495, 21.4006
O, 4.7493, 6.1135, 23.8329
O, 11.8956, 8.4845, 24.4779
O, 13.1456, 2.1457, 15.7272
O, 11.6031, 5.4732, 19.8309
O, 7.1299, 1.5993, 26.0381
O, 7.7478, 5.6084, 16.845
O, 6.0666, 9.2101, 27.9713
O, 1.9228, -0.6352, 25.4738
O, 2.7217, 4.4685, 16.4371
O, 3.0737, 1.2157, 20.1735
O, 6.0009, 1.0188, 16.5794
O, 9.0986, 6.4636, 26.5362
O, 7.3737, 3.1638, 15.7081
O, 4.5353, -0.8162, 25.9609
O, 4.2717, 5.1451, 26.1715
O, 2.319, 9.6299, 19.7103
O, 8.7332, 3.7932, 26.1834
O, 5.1347, 10.5885, 21.5562
O, 0.0853, 8.185, 19.4121
O, 5.8933, 8.5013, 20.0905
O, 9.4794, 1.469, 27.2115
O, 11.3004, 6.4635, 22.8432
O, 8.4641, 9.0352, 20.321
O, 4.3394, 8.2534, 22.3356
O, 1.1695, 6.392, 17.7014
O, 14.6293, 4.9887, 19.0313
O, 6.0523, 2.0858, 21.7643
O, 2.0129, 11.5534, 17.8501
O, 12.8215, 1.4145, 22.1097
O, 11.5794, 2.5708, 20.2219
O, 2.7052, 3.524, 21.3012
O, 8.6994, 8.2155, 13.7489
O, 8.8058, 7.1465, 22.2165
O, 8.6327, 0.61, 24.1624
O, 3.7033, 1.5032, 22.7866
O, 7.0069, 10.4139, 18.5524
O, 7.6781, 3.3616, 20.3713
O, 5.9451, 0.6292, 23.9308
O, 10.1329, 1.2193, 22.0229
O, 12.4206, 3.7688, 18.0781
O, 5.9381, 1.8676, 19.062
O, 5.1343, 4.08, 20.2625
O, 11.0403, -0.6818, 26.4395
O, 12.045, 1.4986, 27.6552
O, 9.5441, -1.3337, 22.6601
O, 6.4601, 4.1504, 30.4009
O, 7.214, 0.958, 14.1466
O, 7.2197, 5.3338, 14.1822
O, -1.2496, -0.3659, 28.88
O, 12.1263, 2.0916, 13.0365
O, -0.5687, 8.8315, 30.8816
O, 2.0599, 2.1595, 29.6655
O, 9.9255, -1.3031, 15.6032
O, 12.4407, -5.6021, 30.2974
O, 3.4277, 5.2294, 30.6693
O, 3.1032, 1.2351, 12.8917
O, 2.1906, 11.2194, 31.5747

Results
free energy: -183742.838 eV
free energy less fixed offsets of O -568.88, Si -635.61 eV per atom: 0.242 eV

Forces (eV/angstrom), in the order of the atoms: element, x, y, z
Si, 0.0041, 0.0509, 0.0077
Si, 0.0026, 0.0304, 0.0029
Si, -0.0065, 0.0768, 0.0295
Si, 0.0058, -0.0872, -0.0188
Si, -0.0039, -0.0454, -0.0064
Si, -0.0032, -0.034, 0.0063
Si, 0.0036, -0.0289, -0.0183
Si, 0.0019, -0.0235, -0.0017
Si, -0.0006, 0.0669, 0.0021
Si, -0.0006, -0.0493, -0.0216
Si, -0.0086, -0.0238, 0.0061
Si, 0.0086, -0.0218, 0.0052
Si, 0.0037, 0.1545, -0.0781
Si, -0.0074, 0.0674, -0.0276
Si, 0.0116, 0.0222, -0.0019
Si, -0.0176, 0.0314, 0.0231
Si, 0.0086, 0.0693, 0.0645
Si, -0.0153, -0.0535, 0.0139
Si, 0.0049, 0.0737, -0.0225
Si, -0.025, -0.0052, 0.0414
Si, 0.0114, -0.0331, 0.0799
Si, -0.0192, -0.0578, -0.0198
Si, 0.0192, -0.0479, -0.0204
Si, 0.0188, -0.0779, -0.0375
Si, -0.0049, 0.0645, 0.2113
Si, 0.003, 0.1153, -0.1451
Si, 0.0995, 0.1677, 0.2692
Si, 0.0658, -0.1981, -0.0309
Si, 0.075, -0.1537, -0.1298
Si, -0.1387, -0.0827, -0.0122
Si, -0.0765, -0.0484, -0.3393
Si, 0.0247, -0.0112, -0.1593
Si, 0.012, 0.0824, 0.1437
Si, -0.0012, 0.0974, 0.0701
Si, 0.0621, 0.0936, -0.0527
Si, 0.024, 0.1812, 0.2256
Si, -0.0033, 0.0999, 0.0364
Si, -0.0015, 0.0593, 0.04
Si, 0.0304, 0.0799, 0.0577
Si, -0.0001, 0.1052, -0.1093
Si, 0.0119, 0.0644, -0.0698
Si, 0.0067, -0.075, -0.0114
Si, -0.0008, -0.0064, -0.0536
Si, -0.0084, -0.0275, -0.0655
Si, 0.0058, 0.0189, -0.0102
Si, -0.0129, -0.0855, 0.0444
Si, 0.0254, -0.0421, 0.0354
Si, -0.0022, -0.1586, 0.0979
Si, 0.0052, 0.0024, 0.011
Si, -0.0402, 0.0188, -0.0055
Si, -0.0353, 0.0285, 0.0091
Si, 0.0033, -0.0284, 0.0182
Si, 0.0358, -0.0112, 0.0284
Si, -0.0175, 0.0794, 0.106
Si, 0.0136, -0.0192, 0.0411
Si, 0.006, -0.0094, -0.0051
Si, -0.0058, 0.028, -0.0023
Si, -0.0237, -0.0134, 0.0107
Si, 0.0084, -0.0257, 0.0206
Si, -0.0216, 0.0151, 0.0225
Si, -0.008, 0.011, 0.005
Si, 0.0034, -0.0044, -0.03
Si, 0.0199, -0.0406, -0.0805
Si, -0.0074, 0.0161, -0.0011
Si, -0.0004, 0.0011, -0.0062
Si, 0.0092, 0.0009, 0.0081
Si, -0.009, 0.0283, -0.0082
Si, -0.0164, -0.0176, -0.004
Si, 0.0094, -0.0296, 0.0633
Si, 0.0207, -0.0254, -0.0279
Si, -0.0137, 0.0016, 0.0013
Si, 0.0088, -0.0007, 0.0138
Si, -0.0168, 0.0045, 0.004
Si, 0.0043, -0.0127, -0.0045
Si, 0.0219, -0.0111, -0.0064
Si, 0.0093, 0.0033, 0.0056
Si, -0.0138, 0.0037, 0.0093
Si, -0.0083, 0.0025, -0.0112
Si, 0.0338, 0.0027, -0.0339
Si, 0.016, 0.0128, -0.016
Si, -0.0251, 0.0045, -0.0123
Si, -0.027, -0.0097, 0.0146
Si, 0.0042, 0.0053, 0.0106
Si, -0.0005, 0.0106, -0.0058
Si, 0.005, -0.0081, 0.009
Si, 0.0075, -0.0105, 0.0095
Si, -0.006, -0.0174, -0.0021
Si, 0.0025, 0.0017, 0.0052
Si, -0.0056, -0.0085, 0.0143
Si, -0.0072, 0.0029, 0.0101
Si, 0.0048, 0.0042, 0.0048
Si, -0.0016, -0.0032, 0.005
Si, 0.0005, 0.0041, -0.0057
Si, 0.0003, 0.0013, -0.0072
Si, 0.0041, 0.0038, 0.0068
Si, -0.0041, 0.0021, 0.0093
Si, 0.0661, 0.1076, 0.1149
Si, -0.033, 0.0857, -0.0887
Si, -0.0489, 0.1223, 0.0683
Si, -0.0445, -0.1328, -0.2971
Si, 0.1003, -0.0281, -0.1006
Si, 0.0019, -0.0574, 0.0866
Si, 0.1238, -0.0475, 0.0738
Si, -0.1354, -0.185, 0.1357
Si, -0.0188, -0.029, -0.0553
Si, -0.0142, -0.0505, -0.1646
Si, 0.0097, 0.0155, -0.0826
Si, -0.0879, -0.1421, 0.301
Si, -0.0013, -0.0136, -0.0086
Si, -0.0033, 0.0001, -0.0002
Si, 0.0011, -0.0101, -0.0016
Si, 0.0002, 0.0052, -0.002
Si, -0.0026, -0.0032, -0.0053
Si, 0.0004, -0.0027, -0.0025
Si, 0.0006, -0.0038, -0.0042
Si, -0.0039, 0.0049, -0.0028
Si, 0.0082, -0.0095, -0.0079
Si, -0.0054, 0.0127, -0.0028
Si, 0.003, 0.0048, -0.0067
Si, -0.0016, 0.0071, 0.0084
Si, 0.008, -0.0153, -0.0104
Si, -0.0047, 0.0014, -0.0081
Si, 0.0015, -0.0033, -0.0312
Si, -0.001, 0.0012, 0.009
Si, 0.0084, 0.0015, 0.0072
Si, -0.0017, -0.0032, 0.0033
Si, -0.0176, -0.0032, -0.0043
Si, 0.0118, 0.0233, 0.0117
Si, 0.0162, 0.0128, 0.011
Si, 0.0019, 0.0102, 0.0207
Si, -0.0408, -0.0097, 0.0035
Si, 0.0158, -0.0076, -0.0269
Si, -0.018, -0.0358, 0.0065
Si, -0.0261, 0.0465, -0.0161
Si, -0.0126, 0.0307, -0.0205
Si, -0.0068, 0.035, 0.0251
Si, 0.0108, -0.0435, -0.0186
Si, 0.0128, -0.0249, 0.0076
Si, -0.0012, 0.0424, -0.0522
Si, -0.0636, 0.0536, -0.0407
Si, -0.0294, 0.0357, 0.0456
Si, -0.006, 0.007, 0.0255
Si, -0.0319, -0.0512, -0.0165
Si, 0.046, -0.0432, 0.0413
Si, -0.0093, -0.006, 0.0282
Si, -0.0364, -0.0122, -0.1572
Si, 0.0398, 0.0688, -0.0665
Si, -0.0048, -0.0134, 0.0099
Si, -0.0028, -0.0059, -0.0018
Si, -0.0208, -0.0561, -0.015
Si, 0.0079, -0.0306, -0.0565
Si, -0.0099, 0.0541, -0.0511
Si, 0.0934, -0.025, -0.1001
Si, -0.0034, -0.0137, 0.0476
Si, 0.0216, 0.0066, 0.0335
Si, -0.0189, -0.0078, -0.0074
O, 0.007, 0.0052, -0.0032
O, 0.007, -0.046, 0.0151
O, 0.0197, -0.011, 0.016
O, 0.003, -0.0102, 0.0138
O, 0.0038, -0.0034, 0.0385
O, 0.013, 0.004, 0.0168
O, 0.0058, -0.006, -0.0009
O, -0.007, -0.012, 0.0222
O, 0.0129, -0.0065, -0.0008
O, -0.0074, 0.0058, 0.0117
O, 0.0002, 0, -0.0036
O, -0.0057, 0.0051, -0.0007
O, 0.003, 0.0176, 0.0017
O, -0.0056, -0.0099, -0.0045
O, 0.0057, 0.0215, -0.0308
O, 0.0093, -0.0061, -0.0044
O, -0.0021, 0.0386, -0.0421
O, 0.0055, 0.007, -0.0067
O, 0.0036, 0.0152, -0.0218
O, 0.0317, -0.0303, -0.0268
O, 0.005, -0.0081, -0.0198
O, -0.0021, -0.0168, -0.0122
O, -0.004, -0.0034, 0.0011
O, 0.001, -0.0474, 0.0032
Si, 0.0112, 0.0005, 0.0118
Si, 0.0027, 0.0028, -0.0007
Si, 0.0013, -0.0012, -0.0001
Si, -0.0188, -0.0152, 0.0276
Si, -0.0011, -0.0051, -0.0039
Si, 0.0027, 0, 0.0059
Si, 0.0005, 0.0024, -0.0028
Si, 0.0001, -0.0027, -0.003
Si, -0.0111, -0.0011, -0.0052
Si, -0.006, -0.0036, -0.0164
Si, 0.0044, -0.014, -0.0128
Si, -0.0051, 0.0009, -0.0006
Si, 0.0005, -0.002, -0.0009
Si, -0.0097, 0.001, -0.0221
Si, -0.0028, -0.0025, -0.0035
Si, -0.0034, 0.0036, -0.0065
Si, 0.0048, 0.0026, -0.0022
Si, 0.0045, -0.0017, -0.0054
Si, -0.0411, 0.0185, 0.0333
Si, -0.0016, -0.0036, 0.0039
Si, -0.0009, 0.0025, -0.0086
Si, -0.0007, 0.0013, -0.0013
Si, -0.0031, 0.003, 0.0004
Si, -0.0032, 0.0018, 0.0012
Si, -0.0018, -0.0014, 0.0047
Si, -0.0043, -0.002, -0.0027
Si, -0.0039, -0.0029, -0.0037
Si, -0.0053, -0.012, -0.0055
Si, 0.0125, 0.0038, 0.0038
Si, 0.0028, -0.0036, -0.0014
Si, -0.0011, -0.0015, -0.0008
Si, 0.0056, 0.0024, 0.0069
Si, 0.0004, 0.0011, 0.0029
Si, -0.0104, 0.0006, -0.0046
Si, -0.0074, 0.0022, 0
Si, 0.0016, -0.0041, -0.0066
Si, -0.0012, -0.0018, -0.0026
Si, 0.0002, -0.0004, -0.0014
Si, 0.0093, 0.0025, 0.0167
Si, 0.0147, -0.0158, 0.004
O, 0.0007, -0.0018, 0.0011
O, -0.0046, 0.0045, 0.0028
O, 0.0012, 0.0079, -0.0019
O, -0.0019, 0.0013, -0.0007
O, 0.0008, 0.0011, 0.0095
O, 0.0007, -0.0006, -0.0042
O, -0.0022, -0.0065, 0.0049
O, -0.0023, -0.0039, 0.0007
O, -0.0003, 0.0007, 0.0013
O, -0.0029, 0.0014, -0.0015
O, 0.002, 0.0005, 0.0004
O, -0.0088, -0.0013, 0.0086
O, 0.0036, 0.0045, -0.0102
O, 0.0013, 0.0007, -0.0008
O, 0.0014, -0.0004, 0.0017
O, -0.0006, 0, 0.0005
O, -0.0052, -0.0057, -0.0004
O, 0.0026, -0.0015, 0.0071
O, -0.0116, 0.002, 0.0075
O, 0.0075, 0.0024, 0
O, 0.0016, 0.0358, 0.0966
O, 0.0023, 0, 0.0011
O, -0.0015, 0.0022, 0.0042
O, -0.0039, 0, -0.0037
O, -0.0008, 0.0024, 0.001
O, -0.0004, -0.0045, 0.0054
O, -0.0012, 0.0027, 0.0017
O, 0.0007, -0.0028, 0.0045
O, 0.0027, 0.0062, 0.0114
O, 0.0011, -0.0009, -0.0044
O, -0.0027, -0.0018, 0.0006
O, 0.0071, 0.0037, 0.0048
O, -0.0014, -0.0013, -0.0006
O, -0.0092, -0.005, 0.0077
O, -0.0044, -0.0024, -0.0067
O, 0.0014, 0.0052, -0.0024
O, -0.0005, 0.0023, -0.0007
O, 0.002, 0.0005, 0.0008
O, -0.0019, 0.0006, 0.0011
O, -0.0015, 0.0033, -0.0005
O, -0.0008, 0.0014, 0.0045
O, 0.0032, -0.0015, 0.0006
O, -0.0002, 0.0014, 0.0001
O, -0.0026, 0.0016, 0.0042
O, -0.0027, 0.0008, 0.0003
O, -0.0012, -0.0019, 0.0008
O, 0.0021, -0.0005, -0.0025
O, 0.0008, -0.0031, 0.0023
O, -0.0021, -0.0016, 0.0041
O, -0.0037, -0.0067, 0.0003
O, 0.0012, 0.0007, 0.0001
O, -0.0029, -0.0013, -0.0019
O, -0.0024, 0.0001, 0
O, -0.0016, 0.0023, -0.0023
O, -0.0301, 0.004, 0.1221
O, 0.0011, -0.0008, 0.0011
O, 0.0038, -0.0016, -0.0018
O, -0.0011, -0.0019, -0.0029
O, -0.0041, 0.0027, -0.0027
O, -0.0033, 0.002, 0.002
O, 0.0014, 0.0025, -0.0064
O, -0.0048, -0.0002, 0.0014
O, -0.0041, -0.0019, 0.0037
O, 0.0001, 0.0014, 0.008
O, -0.0043, -0.0011, 0.0022
O, 0.0049, -0.0035, -0.003
O, 0.0023, 0, 0.0035
O, 0.0006, 0.0011, 0.0007
O, -0.0227, -0.029, -0.0087
O, 0.002, 0.0072, 0.003
O, 0.0147, -0.0219, 0.0406
O, -0.0029, 0.016, -0.0087
O, 0.0642, 0.0159, -0.013
O, -0.0176, 0.0421, -0.0783
O, 0.0053, -0.0008, -0.0488
O, -0.0134, 0.015, 0.0103
O, 0.0168, -0.0087, -0.0179
O, 0.0032, -0.0065, 0.0196
O, 0.0011, 0.0051, 0.0003
O, 0.0112, 0.004, 0.0094

The program warned: the cutoff lies below the one the program advises for these potential files; the exchange-correlation potential is rough where the density is thin.
